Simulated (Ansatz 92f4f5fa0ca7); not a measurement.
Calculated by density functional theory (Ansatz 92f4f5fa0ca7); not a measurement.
Periodic cell of 256 atoms, Si144O112, from a study of silicon, its oxide and their interface. The atomic structure is a simulated model.
Doubt: the cutoff is far below the 930 eV that the study's wrapper takes by default for these files, so forces and energies are approximate.
This geometry differs little from another in the collection (a relaxation step or a small displacement).

Settings: functional PBE; potential files Ansatz PAW; basis plane waves; wave-function cutoff 580 eV; density cutoff ratio 5; exchange-correlation grid ratio 1; k mesh 1 x 1 x 1, Gamma-centred; self-consistency stop 5e-08 eV per atom in the density residual; occupations fixed; spin none; net charge 0.

Cell vectors (angstrom)
a	10.938	0	0
b	0	10.938	0
c	5.3342	4.8172	38.4172

Atoms and the computed forces on them: element, x, y, z (angstrom), force x, y, z (eV/angstrom)
Si	6.9743	3.2203	31.0069	-0.0346	0.0244	0.0373
Si	9.7023	5.9315	30.9899	-0.0188	0.0224	0.0124
Si	6.483	9.202	30.9138	0.0129	-0.0216	0.0072
Si	9.1751	0.9813	30.9779	0.0322	-0.0345	0.0379
Si	0.9665	3.6859	30.9715	0.0231	-0.0127	0.0309
Si	3.7026	6.4807	30.9546	0.0076	-0.0106	0.0164
Si	12.3679	8.6783	30.8852	-0.0068	0.0104	-0.0031
Si	4.2026	0.4551	30.9163	-0.0047	0.0067	0.0072
Si	8.1041	4.8061	32.3112	-0.01	0.0097	0.0203
Si	10.83	7.542	32.2713	-0.0145	0.0146	0.0211
Si	8.0404	-0.6161	32.279	0.0172	-0.0136	0.0151
Si	10.7756	2.106	32.2962	0.0083	-0.0089	0.0132
Si	2.5806	4.849	32.2481	0.0133	-0.0139	0.0101
Si	5.3256	7.603	32.2438	0.0035	-0.01	0.0171
Si	13.5353	10.2614	32.2252	-0.0101	0.0109	0.0248
Si	5.337	2.0606	32.2444	-0.0187	0.0167	0.013
Si	6.6917	6.1985	33.6086	-0.0003	0.0068	-0.0041
Si	9.4314	8.923	33.6074	-0.0002	0.0019	-0.0054
Si	6.6853	0.7269	33.6622	-0.0052	-0.0077	0.0128
Si	9.4384	3.4501	33.6889	0.0041	0.0036	0.0054
Si	12.1735	6.1866	33.6609	0.0065	0.0004	0.0108
Si	14.8952	8.9311	33.6457	0.0041	-0.0035	0.007
Si	12.1744	11.6482	33.6053	0.0007	-0.004	-0.0072
Si	3.9623	3.4549	33.5973	-0.0004	0.0022	-0.0062
Si	5.3342	4.8172	34.999	-0.0391	0.0131	-0.2233
Si	8.0687	7.5517	34.999	-0.0238	0.0383	-0.1698
Si	5.3342	10.2862	34.999	-0.0969	0.0297	0.223
Si	8.0687	2.0827	34.999	-0.0989	-0.0259	0.3354
Si	10.8032	4.8172	34.999	0.0835	0.0606	0.3522
Si	13.5377	7.5517	34.999	0.0766	0.0073	0.2026
Si	10.8032	10.2862	34.999	-0.0011	-0.0122	-0.1903
Si	13.5377	2.0827	34.999	0.0229	0.0136	-0.2286
Si	1.3673	-1.3673	3.418	-0.1965	-0.3254	-0.3377
Si	4.1018	1.3673	3.418	0.2337	-0.1928	-0.393
Si	1.3673	4.1018	3.418	-0.1602	-0.1014	0.1273
Si	4.1018	-4.1018	3.418	0.168	0.1126	0.1271
Si	6.8362	-1.3673	3.418	0.1766	0.077	0.5607
Si	-1.3673	1.3673	3.418	-0.1674	0.1638	-0.1129
Si	6.8362	4.1018	3.418	0.0876	-0.0666	-0.2044
Si	-1.3673	6.8362	3.418	-0.0327	0.1961	-0.1723
Si	2.8	-0.0919	4.7036	-0.0186	-0.0034	-0.0194
Si	5.5211	2.6733	4.7536	0.0121	0.0025	0.0008
Si	2.7327	5.4692	4.7693	-0.0018	-0.0042	0.0064
Si	5.5081	-2.7691	4.8433	-0.0139	0.0348	0.008
Si	-2.7306	0.0692	4.8383	0.0451	-0.0323	0.0397
Si	-0.0287	2.7205	4.797	-0.0123	0.0148	-0.003
Si	8.1898	5.4966	4.7548	0.0157	-0.011	0.004
Si	-0.0337	-2.7185	4.8031	0.0611	-0.0736	-0.0426
Si	1.4093	1.2504	5.9773	-0.024	-0.0324	0.0129
Si	4.1389	4.0621	6.0211	0.0016	0.0131	-0.0373
Si	1.3327	-4.1374	6.1234	0.004	0.0269	0.0105
Si	4.0914	-1.4351	6.1755	0.0183	-0.0108	0.0116
Si	-4.1337	1.376	6.3187	-0.0162	-0.0096	-0.0042
Si	-1.4758	4.09	6.1318	0.0111	0.0036	0.0401
Si	6.795	-4.2142	6.2457	-0.0252	0.0073	0.0045
Si	-1.2852	-1.2281	6.2036	-0.022	0.2442	-0.0307
Si	0.4713	-0.2784	7.4951	-0.0065	-0.0446	-0.0086
Si	2.9606	2.4391	7.1731	0.0346	-0.0324	-0.0304
Si	-0.2859	-5.2672	7.4087	0.1098	-0.1289	-0.1802
Si	2.5597	-2.6712	7.5082	0.0189	0.0073	-0.0318
Si	5.1	0.1867	7.5562	0.03	-0.007	-0.0727
Si	-3.3278	3.3428	7.4248	-0.0303	0.0297	0.0093
Si	5.7514	4.9954	7.4053	0.0542	-0.0509	0.0451
Si	-2.7214	-3.2669	7.9054	-0.1787	0.0906	0.0154
Si	6.7014	3.45	36.3662	0.0442	-0.0336	-0.0063
Si	9.4359	6.1845	36.3662	0.0232	-0.0227	-0.0165
Si	6.7014	8.919	36.3662	-0.0065	-0.0011	-0.0213
Si	9.4359	11.6535	36.3662	-0.0261	0.012	-0.0087
Si	12.1704	3.45	36.3662	-0.0132	0.0411	-0.0029
Si	3.9669	6.1845	36.3662	-0.0219	0.0197	-0.009
Si	12.1704	8.919	36.3662	0.0202	-0.0138	-0.0084
Si	14.9049	11.6535	36.3662	0.0345	-0.024	-0.0098
Si	8.0687	4.8172	37.7335	-0.0219	0.0235	-0.0102
Si	10.8032	7.5517	37.7335	-0.0379	-0.0117	-0.0063
Si	8.0687	10.2862	37.7335	-0.0223	-0.0321	-0.0312
Si	10.8032	2.0827	37.7335	-0.0098	-0.0205	-0.0195
Si	2.5997	4.8172	37.7335	0.0381	-0.0032	-0.0226
Si	5.3342	7.5517	37.7335	0.029	0.0013	-0.0238
Si	13.5377	10.2862	37.7335	0.0125	0.0333	-0.0066
Si	5.3342	2.0827	37.7335	-0.0313	0.0331	-0.0081
Si	1.3673	1.3673	0.6835	-0.0085	-0.0008	0.0216
Si	4.1018	4.1018	0.6835	-0.0015	0.0446	0.0202
Si	1.3673	6.8362	0.6835	0.0737	-0.0423	-0.0002
Si	4.1018	-1.3673	0.6835	0.0093	-0.0057	0.0171
Si	6.8362	1.3673	0.6835	0.0383	-0.0344	0.0071
Si	-1.3673	4.1018	0.6835	-0.0137	-0.0394	0.0031
Si	6.8362	-4.1018	0.6835	-0.0209	0.0043	0.0355
Si	-1.3673	-1.3673	0.6835	-0.017	0.0118	0.0152
Si	0	0	2.0507	0.0184	-0.0359	0.0319
Si	2.7345	2.7345	2.0507	-0.0408	-0.0657	0.0273
Si	0	5.469	2.0507	-0.0309	0.0223	-0.0109
Si	2.7345	-2.7345	2.0507	-0.105	-0.0202	-0.0267
Si	5.469	0	2.0507	-0.0755	0.0456	-0.0287
Si	8.2035	2.7345	2.0507	0.0694	0.083	-0.0475
Si	5.469	5.469	2.0507	-0.0555	-0.0604	0.0268
Si	8.2035	-2.7345	2.0507	0.1099	0.0332	-0.0023
Si	8.0259	3.7372	24.5652	-0.002	-0.0056	-0.0025
Si	2.5877	9.7401	20.0506	0.0032	0.0032	-0.0031
Si	11.4525	3.4406	21.5589	0.0075	-0.0011	0.0014
Si	4.7558	-2.1585	14.8776	0.0079	-0.0071	0.013
Si	11.1723	4.2991	24.6422	-0.0032	0.0004	-0.007
Si	-1.3467	-1.9836	17.1665	0.0042	-0.0063	0.0001
Si	6.9869	5.3224	22.1258	-0.0029	0.0033	-0.0012
Si	1.2414	-4.7432	13.1909	0.0221	-0.007	0.0078
Si	-2.5135	4.0204	12.696	-0.0109	-0.0049	0.0175
Si	-2.3051	2.9987	15.4399	0.0022	0.0002	0.0149
Si	3.8745	-4.75	9.6495	0.017	-0.0084	0.0055
Si	3.9993	-0.4306	12.603	0.0074	-0.0109	0.0141
Si	-1.8	-3.9727	13.1158	-0.0089	0.0135	0.0093
Si	1.069	0.744	12.8852	-0.0127	-0.0132	-0.0017
Si	-0.6866	0.278	10.2894	0.0079	0.0251	-0.0174
Si	3.114	1.7398	21.0544	-0.0012	0.0078	-0.0057
Si	5.9707	0.0112	10.437	-0.0155	-0.0191	-0.0155
Si	3.6639	-2.8196	17.7679	-0.0012	-0.002	0.011
Si	0.8207	-4.0535	17.5494	0.002	0.0019	-0.0026
Si	7.9211	7.3661	28.7594	-0.0055	0.0047	-0.0425
Si	13.2414	0.5518	23.7075	0.0001	-0.0021	0.0042
Si	8.8758	7.5683	22.0446	-0.0007	-0.0022	0.0025
Si	10.3194	4.655	19.0132	-0.0001	0.0078	0.0028
Si	7.8952	2.3722	10.3065	0.0119	0.0371	-0.0352
Si	3.7074	-3.3107	12.2926	0.0084	-0.0164	0.003
Si	2.408	4.9452	15.7863	-0.0047	0.0036	0.0012
Si	13.2051	1.7744	28.7498	-0.0057	-0.0115	-0.052
Si	2.7236	2.7512	25.8419	-0.01	-0.0111	-0.0043
Si	6.1344	2.6764	20.7311	-0.0091	-0.0018	0.0011
Si	-2.6689	-2.0635	10.6919	-0.0252	-0.0148	0.0091
Si	10.9822	7.2695	24.2407	-0.0042	-0.0001	0.0009
Si	10.4601	9.3895	20.0412	0.0009	0.0172	0.014
Si	1.4835	4.1422	9.4114	0.0272	0.0213	0.0449
Si	7.483	1.078	23.2045	0.0112	-0.0052	0.0064
Si	5.1575	7.0117	24.0971	-0.0008	0.0004	-0.0075
Si	5.3028	-5.21	17.103	-0.0032	-0.0026	0.0015
Si	5.663	5.1631	28.834	0.0072	0.0213	-0.0524
Si	2.6456	8.6133	23.0434	0.0055	0.0022	0.0002
Si	-0.7159	0.5481	15.4217	-0.0058	-0.0015	0.0174
Si	7.3673	3.6824	18.2334	-0.0076	0.0083	0.0044
Si	0.3903	3.0298	16.6034	0.012	0.0016	0.0073
Si	10.381	0.7563	22.212	-0.0129	-0.0023	-0.0093
Si	9.412	8.9123	26.4112	0.0013	0.0005	-0.0115
Si	5.2369	4.5564	25.8923	0.0103	0.0073	-0.0095
Si	0.4719	3.4597	12.0672	0.0048	0.0098	-0.0092
Si	7.2775	9.292	24.1181	-0.0061	0.004	0.0024
Si	10.9378	-0.4243	28.7026	0.0086	-0.0078	-0.0421
Si	7.3434	-3.4071	15.7217	-0.0049	-0.0062	0.0118
O	7.8027	-3.09	9.4941	-0.0158	0.0025	0.0402
O	3.8293	-1.7957	11.7312	-0.003	0.0113	-0.001
O	9.608	3.8823	25.0311	0.002	0.0003	0.0053
O	3.7525	7.5481	23.5152	0.0033	0.0006	0.0012
O	6.7578	6.2892	28.41	-0.008	-0.0095	0.0258
O	2.0286	-7.8096	8.302	-0.0063	-0.0109	0.0006
O	13.5121	7.5717	30.405	-0.0044	0.005	-0.0354
O	11.2551	5.1001	8.8213	-0.0061	0.0034	0.0349
O	3.2623	-3.4854	8.7797	0.0047	-0.0249	0.0177
O	10.3905	-0.2216	20.9396	0.0012	0.0041	0.0065
O	5.0697	4.4908	27.4949	-0.0021	-0.0041	0.0155
O	4.6232	-0.7395	14.0871	-0.013	0.0083	-0.0107
O	12.9053	2.9162	20.9899	-0.0115	-0.0028	0.0087
O	19.1238	14.2147	8.9895	-0.0101	-0.0317	0.0128
O	12.5256	2.9561	29.6399	0.0011	0.0005	-0.0096
O	-1.7574	1.4444	10.6445	0.0193	-0.0268	-0.0139
O	9.8107	0.2885	29.6339	-0.0013	-0.0039	-0.0143
O	8.7022	4.469	18.7953	-0.0015	-0.0021	-0.0003
O	5.3401	10.2939	30.4005	-0.009	0.0114	-0.0312
O	5.1631	-5.4196	8.8887	-0.04	0.0256	-0.0113
O	4.4091	5.8261	29.6254	0.0019	-0.0008	0.0063
O	1.8865	3.4002	16.0159	-0.0006	0.0053	0.0036
O	9.0696	6.6492	29.6571	0.0076	0.0005	0.0003
O	8.3059	9.5293	25.3719	-0.001	0.0012	0.0071
O	1.4988	-1.4903	8.024	-0.0054	0.0114	0.0224
O	7.4831	3.3248	11.5692	-0.0017	-0.0023	-0.008
O	0.0043	0.5535	8.8397	-0.0214	-0.0009	0.011
O	11.5752	4.0081	23.0787	-0.0015	0.0033	0.0052
O	11.6741	0.5645	23.1956	0.0105	0.0003	-0.001
O	7.8704	3.7571	14.2142	0.0011	0.0079	-0.01
O	9.8702	8.1407	20.8993	-0.0017	0.0081	0.0035
O	6.9264	2.5179	19.3025	0.0003	0.0036	0.0023
O	7.2456	8.62	29.5652	0.0046	0.0001	0.0006
O	-6.9254	1.3907	7.8986	-0.0035	0.0106	0.0362
O	12.2543	3.5489	25.5979	0.0023	0.0033	0.004
O	2.6537	0.436	20.1694	0.0048	0.0017	0.0065
O	0.188	0.1531	14.1252	0.0164	0.0016	-0.0145
O	-1.3436	-0.7835	16.0827	0.0054	0.0134	-0.0018
O	-1.3143	-4.0823	7.8759	0.0401	-0.0809	0.0925
O	-1.4232	-1.1651	10.162	0.0053	0.0106	-0.0137
O	4.3622	-4.2737	11.1484	-0.0022	0.0027	0.0123
O	-2.428	-1.7761	7.296	-0.0098	0.0356	-0.029
O	12.1149	7.9526	23.2883	-0.0025	0.0005	0.0052
O	12.0284	9.2362	19.6177	-0.0041	0.0034	0.0077
O	-0.8434	3.7119	15.7346	-0.012	-0.0021	-0.0013
O	6.2993	-2.2119	15.3759	-0.01	0.004	0.0019
O	3.4983	1.0863	29.5693	-0.0025	0.0025	0.0027
O	7.9272	6.4207	21.3595	0.0018	0.0013	0.0042
O	13.4766	1.3166	25.1019	0.0008	0.0086	0.0062
O	2.7267	5.0616	9.9169	-0.0094	-0.0014	-0.0155
O	4.8765	-3.8996	17.9988	0.003	-0.0013	-0.0048
O	2.2795	-3.6088	18.0895	-0.0079	-0.0028	-0.005
O	-2.0059	1.4584	14.9869	-0.0044	0.0007	0.0022
O	8.0699	2.1033	30.457	0.0029	0.0052	-0.0404
O	7.0023	-1.0918	11.0702	0.0012	0.0055	-0.0015
O	2.2757	-5.4447	14.26	-0.011	0.0082	-0.003
O	-2.1274	-2.8031	12.0364	0.0099	-0.008	0.0091
O	0.9332	4.9962	12.163	-0.0057	-0.004	0.0019
O	3.9344	5.1457	16.3638	-0.0114	-0.0005	0.0019
O	7.9591	4.5012	23.1343	-0.0003	-0.0047	0.0106
O	4.0965	3.5072	25.3116	0.0012	-0.0009	0.0033
O	6.6512	1.4055	9.9609	0.0099	0.0017	-0.0013
O	9.0023	0.5145	23.0101	-0.0006	0.0037	-0.0174
O	7.7119	3.0172	16.7835	0.0122	-0.0017	-0.0121
O	0.0326	-2.8073	16.8846	-0.0033	-0.0003	0.0059
O	9.7308	6.9051	23.2626	0.0127	0.0042	0.0068
O	0.4063	0.2502	11.4868	-0.0113	0.0097	-0.0057
O	2.108	-3.5876	12.4605	-0.006	0.006	-0.0009
O	-2.6135	-3.6938	14.479	0.0152	-0.0037	-0.0186
O	3.7729	-2.2743	16.2075	0.0063	0.0068	-0.0129
O	-1.0606	3.3218	12.5495	-0.0024	0.0019	0.0004
O	6.3418	3.9682	29.6943	-0.003	-0.0046	-0.0143
O	6.8335	4.3055	25.542	0.0021	-0.0037	0.0036
O	10.7539	6.1821	18.6173	0.0053	0.0004	-0.0047
O	5.3658	-0.5627	9.0203	0.0129	-0.007	0.0723
O	2.7577	9.954	23.9573	-0.0005	-0.0015	-0.0062
O	12.093	0.6586	28.3171	0.003	0.0029	0.0266
O	2.8899	2.4588	27.4247	0.0017	0.0027	0.0185
O	8.5683	-5.3303	12.4201	0.0025	0.0018	-0.0037
O	5.8262	6.1189	22.92	-0.0075	0.009	0.0146
O	1.1769	-5.1713	16.454	0.0109	-0.0053	0.0029
O	10.5662	8.2355	25.4802	-0.0009	-0.0004	0.0079
O	0.2006	1.4016	16.4971	-0.0079	-0.006	-0.0035
O	9.5764	9.547	18.6844	0.0012	-0.0018	0.0024
O	6.612	-0.1988	23.7319	-0.0004	-0.0016	0.0025
O	6.4542	-4.7483	16.0304	0.0066	0.0071	0.003
O	6.2642	4.2587	21.1358	0.0051	0.0063	0.0062
O	0.7989	3.1465	10.5082	-0.0125	-0.008	0.0116
O	-0.2164	-4.088	13.5668	-0.0103	-0.0007	-0.0003
O	6.1129	8.2454	24.5682	0.0021	0.0049	-0.0011
O	3.6771	9.3124	18.8907	-0.0017	-0.0011	0.0035
O	8.6232	7.8578	27.3778	0.007	0.0051	0.0046
O	10.7985	4.8084	30.4505	-0.0014	-0.009	-0.0342
O	7.9729	8.738	22.7379	-0.0049	-0.0013	0.0072
O	4.435	-3.3589	13.7769	-0.0058	0.002	-0.0022
O	11.4475	5.876	24.9222	0.0001	0.0082	0.0012
O	3.2706	1.2642	22.6038	-0.0075	-0.0033	0.0064
O	0.2104	3.5216	18.1559	-0.0044	-0.001	-0.0082
O	4.9384	0.472	11.6268	-0.0098	0.0094	0.0116
O	10.3541	2.2468	21.5858	0.0064	-0.0118	0.0107
O	2.9125	9.0127	21.4789	-0.0047	-0.0039	0.0182
O	4.8591	6.0564	25.3745	-0.001	-0.0096	0.0064
O	1.235	2.3699	12.995	0.0013	-0.0013	0.0057
O	7.5949	2.1808	24.3871	0.0048	0.0116	-0.0007
O	11.6352	9.2703	29.5192	-0.0097	0.0069	-0.0004
O	6.8181	1.698	21.8475	0.0084	-0.0019	0.008
O	6.0373	4.6333	18.0573	0.0018	0.0032	-0.0017
O	4.5522	2.3075	20.5422	0.0014	-0.0011	0.0049
O	-2.668	-2.9275	16.9788	-0.0061	-0.0013	-0.0069
O	10.1828	10.0132	27.3426	-0.0092	-0.0033	0.0044
O	2.5788	0.2188	12.9391	0.0065	-0.0027	-0.0033
O	10.8035	4.5488	20.5668	0.0016	-0.004	-0.001

Results
free energy: -155248.104 eV
free energy less fixed offsets of O -568.88, Si -635.61 eV per atom: -5.704 eV

The program warned: the cutoff lies below the one the program advises for these potential files; the exchange-correlation potential is rough where the density is thin.
